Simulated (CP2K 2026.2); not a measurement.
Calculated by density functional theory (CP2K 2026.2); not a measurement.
Periodic cell of 513 atoms, Si351O162, from a study of silicon, its oxide and their interface. The atomic structure is a simulated model.
Doubt: the forces sum to 2.46 eV/angstrom along one axis rather than to zero, so they err by at least 0.0048 eV/angstrom per atom on average; the grid cutoff is modest.

Settings
functional: PBE
method: Gaussian and plane waves
basis set: DZVP-MOLOPT-SR-GTH
pseudopotentials: GTH-PBE
grid cutoff: 350 Ry, relative cutoff 50 Ry
k points: Gamma only
occupations: fixed
spin: none
net charge: 0

Cell vectors (angstrom)
a	16.407	0	0
b	0	16.407	0
c	0.0953	0.3408	34.514

Atoms and the computed forces on them: element, x, y, z (angstrom), force x, y, z (eV/angstrom)
Si	0.453	16.108	0.099	-0.125	0.131	0.199
Si	2.463	3.591	34.411	0.119	-0.064	0.252
Si	0.225	5.52	0.311	-0.007	0.026	0.21
Si	3.297	7.791	0.117	-0.036	0.021	0.202
Si	16.291	10.714	0.149	0.065	0.146	0.237
Si	2.812	13.844	0.01	0.072	-0.155	0.192
Si	6.201	16.18	34.261	0.009	0.044	0.197
Si	7.807	3.284	0.022	0.051	-0.04	0.224
Si	5.55	5.522	0.408	-0.008	0.004	0.078
Si	8.062	8.641	0.243	0.025	-0.062	0.237
Si	5.829	10.801	0.29	-0.073	-0.004	0.257
Si	8.458	13.572	0.362	0.043	-0.043	0.053
Si	11.033	16.261	0.33	0.022	0.086	0.201
Si	13.364	3.12	0.04	0.129	-0.143	0.204
Si	11.246	5.583	0.103	-0.157	0.071	0.203
Si	13.277	9.04	0.078	-0.029	-0.029	0.163
Si	10.85	11.268	0.407	-0.011	0.002	-0.035
Si	13.309	14.121	0.323	0.112	-0.007	0.244
Si	1.441	1.507	1.265	0.002	-0.014	-0.039
Si	4.03	4.113	1.452	-0.002	0.014	-0.041
Si	1.545	6.958	1.565	0.004	-0.037	-0.045
Si	4.223	9.542	1.445	0.027	-0.005	-0.049
Si	1.463	12.219	1.204	-0.011	0.019	-0.034
Si	4.382	15.037	1.296	-0.007	-0.02	-0.052
Si	6.857	1.381	1.17	0.017	0.011	-0.039
Si	9.54	4.354	1.302	0.007	-0.005	-0.034
Si	6.959	6.991	1.553	-0.008	0.008	-0.029
Si	9.576	9.748	1.643	-0.016	-0.001	-0.027
Si	6.967	12.316	1.65	-0.003	-0.014	-0.044
Si	9.617	15.081	1.722	0.016	0.004	-0.047
Si	12.305	1.508	1.43	-0.013	0.008	-0.054
Si	15.044	4.189	1.391	-0.003	0.02	-0.035
Si	12.364	7.187	1.378	0.002	-0.008	-0.049
Si	14.846	9.826	1.7	0.005	0.018	-0.064
Si	12.263	12.565	1.724	0.005	0.022	-0.03
Si	15.119	15.148	1.433	0.004	-0.014	-0.053
Si	0.026	2.792	2.739	-0.009	-0.008	0.011
Si	2.907	0.099	2.606	0.003	0.011	0.021
Si	16.412	8.34	2.817	-0.007	-0.003	0.01
Si	2.799	5.521	2.925	-0.003	0.006	0.008
Si	0.077	13.642	2.683	-0.016	-0.01	0.01
Si	2.785	10.95	2.726	-0.003	0.006	0.003
Si	5.456	2.673	2.685	-0.011	-0.007	0.014
Si	8.184	0.181	2.79	0.011	0.001	0.002
Si	5.555	8.289	2.929	0	0.002	0.005
Si	8.302	5.605	2.863	0.008	0.011	0.002
Si	5.553	13.739	2.861	-0.005	-0.003	0.003
Si	8.273	11.037	3.08	-0.006	-0.006	0.003
Si	10.893	2.915	2.719	-0.008	-0.014	0.01
Si	13.749	0.159	2.798	0.012	0.009	0.017
Si	10.978	8.343	2.895	-0.01	-0.012	0.008
Si	13.716	5.679	2.724	0.005	0.005	0.015
Si	10.934	13.812	3.142	0.008	0	-0.002
Si	13.608	11.184	3.072	0.019	0.002	0.005
Si	1.371	4.15	4.183	0.005	0.005	0
Si	4.135	1.408	4.158	0.002	0.001	-0.004
Si	1.396	9.68	4.176	-0.001	-0.001	-0.002
Si	4.173	6.902	4.256	0.004	-0.003	-0.001
Si	1.463	15.113	3.988	-0.001	-0.001	-0.002
Si	4.126	12.355	4.145	-0.001	-0.001	0.001
Si	6.848	4.143	4.072	-0.001	0.002	0.002
Si	9.59	1.527	4.152	0	0.003	0.003
Si	6.867	9.649	4.336	0.003	0.005	-0.002
Si	9.632	6.955	4.261	0.002	-0.001	0.003
Si	6.872	15.175	4.199	0.001	-0.001	0
Si	9.598	12.408	4.438	-0.003	0.001	-0.003
Si	12.315	4.278	4.082	-0.001	0.001	-0.002
Si	15.098	1.488	4.185	-0.004	-0.003	-0.007
Si	12.289	9.702	4.321	-0.002	0.004	0.002
Si	15.093	6.933	4.186	0.005	-0.003	-0.005
Si	12.408	15.23	4.27	-0.01	-0.002	0.002
Si	15.136	12.473	4.267	-0.008	-0.006	0.001
Si	0.092	0.064	5.463	-0.003	0.004	-0.003
Si	2.768	2.793	5.529	-0.003	-0.003	0.002
Si	0.029	5.547	5.555	-0.004	0.001	0.002
Si	2.764	8.299	5.557	0.001	-0.001	-0.001
Si	0.063	11.045	5.587	-0.001	0.005	0.002
Si	2.767	13.772	5.483	0.002	-0.001	-0.003
Si	5.489	0.087	5.573	-0.001	-0.001	-0.003
Si	8.212	2.852	5.532	0.002	-0.005	-0.003
Si	5.54	5.505	5.553	-0.004	0.005	-0.002
Si	8.256	8.285	5.651	-0.001	-0.001	0
Si	5.472	11.049	5.604	-0.001	-0.006	0
Si	8.201	13.835	5.65	0.003	-0.005	0
Si	10.971	0.178	5.561	0.007	0.004	0.001
Si	13.692	2.894	5.489	0.002	-0.001	-0.002
Si	11.002	5.574	5.576	-0.004	0.003	-0.001
Si	13.724	8.303	5.581	0	0.001	0
Si	10.968	11.029	5.737	-0.002	-0.001	0
Si	13.761	13.837	5.621	0.009	0.004	0.004
Si	1.41	1.428	6.897	0.002	-0.002	-0.002
Si	4.137	4.167	6.911	0.002	0.002	-0.001
Si	1.4	6.923	6.92	0.001	0.001	-0.002
Si	4.114	9.667	6.951	0	0.002	0
Si	1.422	12.434	6.924	-0.001	-0.005	0
Si	4.118	15.117	6.915	0.002	0	-0.001
Si	6.866	1.473	6.921	-0.001	0	-0.001
Si	9.598	4.21	6.916	0.002	0	0.001
Si	6.879	6.887	6.957	0.004	0	0.001
Si	9.589	9.654	7.045	0.001	0.001	0.001
Si	6.832	12.429	6.975	-0.002	0.003	0.002
Si	9.62	15.195	6.954	-0.001	-0.002	0
Si	12.348	1.534	6.912	-0.005	0.001	0
Si	15.056	4.205	6.921	0.001	0.001	-0.002
Si	12.357	6.937	6.957	0.001	0	-0.001
Si	15.091	9.674	6.946	-0.001	-0.001	-0.002
Si	12.383	12.442	6.985	-0.002	-0.003	0
Si	15.138	15.188	6.944	-0.004	-0.004	-0.001
Si	0.029	2.811	8.265	-0.001	0.001	0
Si	2.767	0.083	8.298	-0.001	0	-0.001
Si	0.045	8.295	8.304	0	0	0
Si	2.773	5.552	8.28	-0.001	0	0
Si	0.059	13.79	8.313	0	0.002	0.001
Si	2.768	11.056	8.311	0.002	-0.001	0.001
Si	5.502	2.823	8.304	-0.001	-0.002	-0.001
Si	8.235	0.129	8.317	0.003	0	0
Si	5.498	8.288	8.297	-0.002	-0.001	0
Si	8.254	5.555	8.328	-0.001	0.002	-0.001
Si	5.469	13.781	8.333	0.001	-0.003	0
Si	8.21	11.059	8.344	0	-0.001	0.001
Si	10.968	2.86	8.3	0	-0.001	0
Si	13.725	0.145	8.278	0.002	0.003	0.001
Si	10.986	8.284	8.355	-0.001	0.002	0.001
Si	13.714	5.567	8.32	-0.001	0.001	0
Si	10.981	13.809	8.32	0.002	0.001	0
Si	13.733	11.046	8.329	0.001	0.002	0
Si	1.4	4.179	9.644	0	0	-0.001
Si	4.138	1.452	9.671	0.001	0.001	-0.001
Si	1.403	9.678	9.669	-0.001	0	-0.001
Si	4.13	6.925	9.662	0.001	0.001	-0.001
Si	1.413	15.143	9.697	0.001	-0.002	0
Si	4.12	12.411	9.706	0	-0.001	0.001
Si	6.875	4.188	9.677	0	0	-0.001
Si	9.609	1.491	9.678	-0.001	-0.001	0
Si	6.85	9.669	9.685	0.001	0	0.001
Si	9.609	6.92	9.711	0.002	-0.001	0.001
Si	6.864	15.149	9.675	0	0	0.001
Si	9.601	12.434	9.687	0	0	0.001
Si	12.336	4.207	9.685	-0.001	0.002	0
Si	15.078	1.477	9.678	-0.001	-0.001	-0.001
Si	12.348	9.681	9.692	0	-0.001	0.001
Si	15.083	6.936	9.679	0.001	-0.001	-0.001
Si	12.357	15.18	9.666	-0.002	-0.003	0
Si	15.093	12.424	9.68	-0.001	-0.002	0
Si	0.033	16.51	11.054	0	0	0
Si	2.768	2.823	11.036	0	-0.001	-0.001
Si	0.038	5.547	11.027	0	0.001	0
Si	2.772	8.305	11.033	-0.001	-0.001	-0.001
Si	0.045	11.051	11.041	0	0	0
Si	2.763	13.779	11.084	0	0	0.001
Si	5.502	16.499	11.055	0.001	-0.001	-0.001
Si	8.239	2.834	11.06	0.001	0.001	-0.001
Si	5.504	5.564	11.029	-0.001	0	-0.001
Si	8.228	8.307	11.052	0	0.001	0
Si	5.496	11.043	11.059	-0.001	0	0
Si	8.231	13.794	11.062	0	-0.001	0
Si	10.976	0.124	11.045	0	0	0
Si	13.701	2.829	11.052	0.002	0	0
Si	10.977	5.555	11.074	0	0.001	0.001
Si	13.717	8.31	11.048	0	0.001	-0.001
Si	10.968	11.056	11.049	0	0	0.001
Si	13.71	13.794	11.036	0	0.001	0
Si	1.409	1.461	12.425	-0.001	0	-0.001
Si	4.148	4.194	12.399	0	0.001	-0.001
Si	1.403	6.923	12.386	0	0	-0.001
Si	4.134	9.673	12.416	0	0	0
Si	1.386	12.408	12.439	0	-0.001	0
Si	4.138	15.146	12.446	0.001	0	0
Si	6.877	1.451	12.418	-0.001	0.001	0.001
Si	9.608	4.186	12.441	0	0.001	0.001
Si	6.856	6.931	12.408	-0.001	0	-0.001
Si	9.591	9.689	12.414	0.001	0	0
Si	6.857	12.422	12.432	0	-0.003	0
Si	9.603	15.174	12.421	0	-0.001	0
Si	12.336	1.468	12.439	-0.001	0	0
Si	15.077	4.186	12.411	-0.001	0	-0.001
Si	12.352	6.937	12.413	0	0	0
Si	15.08	9.694	12.4	0	0	-0.001
Si	12.332	12.437	12.41	0	-0.001	0
Si	15.072	15.141	12.425	0	-0.002	0
Si	0.041	2.825	13.789	0.001	-0.001	0.001
Si	2.764	16.504	13.82	0.001	0	0.001
Si	16.44	8.302	13.737	0	0	-0.001
Si	2.78	5.567	13.758	0	0	0
Si	16.419	13.773	13.813	0	0.001	0.002
Si	2.77	11.041	13.783	-0.002	-0.001	0.001
Si	5.502	2.807	13.768	0.001	0	-0.002
Si	8.241	16.522	13.823	-0.001	0	0
Si	5.496	8.301	13.782	0	0	0.001
Si	8.224	5.564	13.773	-0.001	0.001	-0.001
Si	5.5	13.788	13.827	-0.001	0	0.001
Si	8.225	11.057	13.797	0	0.001	0.001
Si	10.963	2.815	13.831	0.001	0.001	0.002
Si	13.702	16.495	13.801	0	0.001	0.001
Si	10.973	8.312	13.756	0	0.001	0.001
Si	13.706	5.549	13.774	0.002	0	0.001
Si	10.967	13.813	13.785	-0.001	0	-0.001
Si	13.716	11.072	13.764	-0.001	-0.002	0.001
Si	1.434	4.196	15.134	-0.002	0.002	0
Si	4.134	1.481	15.18	0.001	0	0.002
Si	1.405	9.646	15.111	-0.001	0.003	0.003
Si	4.122	6.937	15.148	0.001	-0.002	0.001
Si	1.387	15.126	15.186	-0.002	-0.001	0
Si	4.103	12.423	15.177	0.001	-0.003	0
Si	6.888	4.148	15.124	-0.005	0.002	0.002
Si	9.612	1.446	15.24	0	-0.002	0.004
Si	6.853	9.673	15.157	-0.001	-0.001	-0.001
Si	9.595	6.947	15.114	0	-0.001	-0.001
Si	6.868	15.17	15.202	0.002	0	0
Si	9.577	12.47	15.142	0.003	-0.001	0
Si	12.335	4.201	15.171	0	-0.001	-0.001
Si	15.082	1.447	15.155	-0.002	0	-0.002
Si	12.346	9.697	15.096	0.002	0.001	0
Si	15.085	6.93	15.1	-0.003	0	-0.002
Si	12.338	15.142	15.198	-0.003	0.002	0.003
Si	15.044	12.42	15.199	0.002	-0.004	0.001
Si	16.425	16.484	16.555	0.003	0.001	0
Si	2.762	2.836	16.559	0.003	0.002	0.001
Si	0.098	5.611	16.458	-0.003	-0.006	0.002
Si	2.741	8.305	16.532	0	0.003	0
Si	16.452	10.999	16.468	-0.003	-0.003	0.005
Si	2.728	13.764	16.589	-0.004	0.001	0
Si	5.49	16.54	16.574	-0.003	-0.003	-0.002
Si	8.237	2.838	16.591	-0.001	-0.002	-0.001
Si	5.492	5.5	16.429	0.006	0.002	0.004
Si	8.264	8.32	16.499	-0.003	-0.005	-0.001
Si	5.457	11.031	16.514	0.002	0.005	-0.002
Si	8.229	13.812	16.583	-0.001	0.003	0
Si	10.997	16.48	16.621	0.003	0	0.003
Si	13.732	2.827	16.509	-0.003	-0.005	0.002
Si	10.915	5.57	16.505	0	0.006	0
Si	13.683	8.278	16.432	0.008	0.004	0.002
Si	11	11.114	16.427	-0.008	-0.004	0.005
Si	13.673	13.785	16.616	-0.002	0.003	-0.002
Si	1.376	1.449	17.917	-0.006	-0.008	-0.012
Si	4.144	4.228	17.903	0.004	0.002	-0.006
Si	1.419	6.923	17.936	-0.003	0.001	-0.006
Si	4.076	9.688	17.902	0.003	-0.005	-0.009
Si	1.347	12.327	17.923	-0.004	-0.005	-0.009
Si	4.087	15.193	17.933	0.008	0.006	-0.009
Si	6.853	1.497	17.978	0.002	-0.004	-0.004
Si	9.61	4.216	17.968	0	-0.001	-0.006
Si	6.898	6.823	17.734	-0.014	-0.005	-0.006
Si	9.652	9.798	17.78	0.015	0.01	-0.014
Si	6.787	12.425	17.866	-0.002	-0.008	-0.009
Si	9.639	15.096	18.031	-0.003	0.004	-0.014
Si	12.397	1.489	17.941	0.002	0.002	-0.01
Si	15.151	4.239	17.765	0.005	0.009	-0.011
Si	12.261	6.983	17.807	-0.006	-0.008	-0.01
Si	15.11	9.571	17.769	-0.001	0.002	-0.003
Si	12.294	12.367	17.957	0.001	0.002	-0.005
Si	15.064	15.152	17.982	0.001	0.001	-0.007
Si	0.069	2.929	19.215	0.001	0.002	0.061
Si	2.694	16.505	19.364	-0.005	-0.001	0.043
Si	16.392	8.245	19.269	-0.016	0.008	0.062
Si	2.82	5.608	19.33	0.009	-0.02	0.055
Si	16.342	13.662	19.306	0.02	-0.012	0.046
Si	2.708	10.998	19.38	-0.011	0.016	0.047
Si	5.463	2.87	19.338	-0.012	0.011	0.061
Si	8.257	16.571	19.338	0.008	-0.024	0.044
Si	5.495	8.174	18.995	0.026	-0.004	0.064
Si	8.189	5.576	19.301	-0.005	0.027	0.046
Si	5.419	13.778	19.265	0.003	0.002	0.053
Si	8.236	11.094	19.156	-0.025	-0.012	0.056
Si	11.057	2.899	19.324	0.02	-0.019	0.054
Si	13.772	16.572	19.386	-0.017	0.008	0.049
Si	10.974	8.462	19.178	-0.001	-0.017	0.041
Si	13.707	5.578	19.014	0.003	0.001	0.08
Si	10.949	13.615	19.495	-0.014	0.021	0.035
Si	13.747	10.904	19.102	0.016	-0.014	0.074
Si	1.669	3.995	20.607	-0.06	0.067	-0.278
Si	3.866	1.713	20.669	0.08	-0.072	-0.263
Si	1.045	9.829	20.651	0.082	-0.065	-0.237
Si	4.43	6.822	20.596	-0.079	0.048	-0.233
Si	1.475	14.851	20.595	-0.001	0.067	-0.223
Si	3.792	12.699	20.651	0.077	-0.087	-0.258
Si	6.57	4.489	20.691	0.068	-0.094	-0.272
Si	9.956	1.276	20.622	-0.133	0.105	-0.178
Si	7.027	9.402	20.177	0.038	0.011	-0.177
Si	9.3	7.366	20.365	0.003	-0.084	-0.235
Si	7.039	14.943	20.514	-0.044	0.082	-0.257
Si	9.146	12.548	20.806	0.139	-0.083	-0.213
Si	12.712	4.124	20.527	-0.122	-0.018	-0.228
Si	14.945	1.879	20.64	0.017	-0.111	-0.22
Si	12.695	9.41	20.565	-0.094	0.059	-0.242
Si	14.766	7.015	20.488	0.124	0	-0.24
Si	12.161	15.318	20.61	0.125	-0.087	-0.191
Si	15.154	12.015	20.589	-0.058	0.106	-0.234
Si	16.184	16.455	22.816	-0.012	0.06	-0.013
Si	5.829	0.386	22.769	0.018	0.048	-0.028
Si	16.377	5.578	22.796	-0.018	0.019	-0.035
Si	1.204	8.418	23.545	-0.072	0.076	-0.056
Si	13.348	11.254	22.925	0.06	-0.005	-0.025
Si	4.832	13.732	26.969	0.021	-0.068	-0.037
Si	7.053	3.022	23.503	-0.001	0.027	-0.001
Si	5.407	10.868	22.497	0.005	-0.019	-0.049
Si	8.251	11.573	23.639	0.042	-0.021	-0.037
Si	13.094	16.002	23.375	-0.016	0.014	0.01
Si	16.36	4.286	25.536	-0.013	-0.057	0.055
Si	10.958	6.804	25.348	-0.143	0.071	0.029
Si	15.369	10.106	25.126	-0.02	0.01	-0.013
Si	9.65	9.883	25.766	0.051	-0.095	0.029
Si	9.794	4.088	24.409	0.063	0.07	0.046
Si	2.464	15.894	29.875	0.026	0.017	-0.052
Si	6.968	4.925	27.232	0.036	0.007	-0.074
Si	5.124	6.439	25.627	0.021	-0.02	0
Si	4.114	8.272	23.457	0	-0.067	-0.051
Si	1.973	13.978	27.299	-0.026	0.128	0.02
Si	3.005	4.242	26.173	-0.017	0.028	0.02
Si	10.867	15.354	25.154	0.062	0.049	-0.082
Si	10.816	1.432	23.5	-0.02	0.03	0.021
Si	11.047	5.902	22.532	0.05	-0.042	-0.034
Si	8.389	11.551	28.143	-0.06	-0.057	-0.066
Si	9.891	0.449	27.778	-0.056	-0.021	-0.065
Si	15.976	6.316	27.939	0.018	-0.041	0.006
Si	12.752	6.271	27.817	0.041	-0.003	-0.016
Si	16.07	12.005	27.304	-0.076	-0.049	-0.046
Si	11.603	12.388	25.227	-0.06	0.001	0.019
Si	15.048	1.566	26.771	-0.047	0.084	-0.005
Si	1.802	4.447	28.88	0.06	0.004	0.093
Si	1.063	1.557	28.094	0.046	-0.126	0.078
Si	15.23	9.217	27.958	-0.042	0.015	-0.07
Si	4.193	6.291	31.09	0.025	0.063	0.016
Si	5.557	12.227	29.503	0.029	-0.039	-0.005
Si	3.788	10.421	30.753	-0.099	-0.084	-0.068
Si	11.655	4.24	29.732	0.046	0.013	-0.042
Si	7.478	13.479	25.918	-0.09	-0.008	-0.002
Si	5.322	6.992	28.503	0.003	0.015	-0.066
Si	5.419	2.654	25.986	-0.003	-0.073	-0.037
Si	5.976	16.055	25.711	0.079	0.017	-0.03
Si	12.596	8.632	29.639	0.043	0	0.039
Si	12.592	2.407	31.85	0.013	0.012	-0.064
Si	0.71	16.367	25.668	0.014	-0.014	0.004
Si	13.388	13.505	27.567	0.004	0.074	0.004
Si	12.804	13.113	30.577	0.056	0.023	0.005
Si	10.64	11.02	30.34	-0.015	-0.049	-0.012
Si	3.56	3.452	31.453	-0.047	-0.03	-0.048
Si	5.101	0.627	31.232	-0.026	0.015	0.101
Si	6.062	8.527	30.824	-0.005	-0.04	-0.019
Si	2.095	8.307	31.807	-0.052	0.026	0.02
Si	16.46	15.472	31.929	0.009	0.075	-0.009
Si	4.457	12.612	32.349	-0.049	0.108	-0.029
Si	9.035	3.14	28.363	-0.013	0.059	-0.055
Si	9.634	1.853	32.598	0.008	0.033	-0.008
Si	9.064	8.818	31.802	0.037	-0.021	0.04
Si	11.287	6.87	31.535	0.051	-0.01	0.05
Si	7.99	1.007	30.002	-0.046	0.031	-0.005
Si	12.866	16.598	28.025	-0.017	-0.006	-0.008
Si	15.95	8.444	33.258	-0.074	0.082	-0.029
Si	13.54	16.057	30.85	-0.046	-0.004	0.046
Si	15.023	12.954	32.602	0.003	-0.015	0.01
O	16.46	16.67	33.052	0.005	-0.013	-0.118
O	15.078	15.698	31.148	-0.086	-0.146	-0.103
O	2.883	3.073	32.897	0.18	-0.298	-0.16
O	4.5	2.159	31.101	0.141	0.113	-0.16
O	1.349	4.777	34.093	0.204	0.062	-0.237
O	15.958	6.889	33.778	0.005	0.048	-0.115
O	2.701	6.808	31.541	-0.019	-0.184	0.094
O	2.815	8.752	33.213	0.12	0.313	0.001
O	15.621	11.633	33.318	0.162	-0.2	-0.231
O	0.412	9.512	34.175	0.321	-0.2	-0.02
O	3.611	13.842	33.039	-0.201	-0.143	-0.018
O	1.78	15.373	34.334	0.219	0.098	0.092
O	5.508	16.62	32.79	-0.229	0.233	-0.031
O	7.426	15.014	34.07	0.182	0.183	0.133
O	8.932	1.094	31.339	0.071	-0.237	-0.076
O	8.57	2.964	33.164	-0.143	0.115	-0.321
O	6.727	4.775	34.147	0.116	0.051	0.138
O	4.524	6.952	34.231	0.087	-0.122	0.092
O	8.956	8.509	33.398	0.375	0.093	-0.063
O	9.898	7.611	31.1	-0.049	-0.091	-0.236
O	7.011	10.042	34.218	0.02	0.037	-0.045
O	5.379	12	33.528	0.117	0.15	0.019
O	9.762	12.765	34.297	-0.102	-0.01	0.009
O	10.06	0.709	33.686	-0.029	-0.149	-0.06
O	12.286	15.552	34.277	0.184	-0.024	-0.334
O	12.88	0.806	31.775	0.129	0.015	-0.036
O	13.646	2.971	32.978	0.245	0.007	-0.228
O	12.404	4.699	34.405	-0.055	-0.021	0.273
O	11.191	6.609	33.131	0.055	0.159	-0.032
O	14.362	8.92	33.286	0.045	0.018	0.019
O	12.154	10.509	34.208	-0.065	-0.083	-0.096
O	14.237	12.591	31.209	0.166	0.049	0.043
O	13.866	13.639	33.506	-0.213	0.166	-0.25
O	1.024	4.666	21.957	-0.143	-0.075	0.085
O	2.737	2.837	21.135	-0.172	0.152	0.154
O	4.548	1.109	22.052	-0.051	-0.076	0.197
O	5.393	16.126	24.188	-0.329	-0.009	-0.151
O	16.373	11.007	21.058	0.088	-0.146	0.038
O	1.419	9.141	22.095	0.232	-0.161	-0.043
O	3.97	7.628	21.958	0.035	0.223	-0.02
O	5.485	5.66	21.097	-0.003	0.054	0.114
O	0.531	15.394	21.836	-0.053	0.076	0.016
O	2.661	13.816	21.143	-0.014	-0.142	0.059
O	4.441	12.097	22.044	-0.166	0.001	0.136
O	7.061	3.932	22.159	0.196	-0.087	0.186
O	10.766	2.746	24.506	-0.092	-0.18	0.076
O	12.485	15.508	24.818	0.033	0.065	0.188
O	5.949	10.084	21.198	-0.072	0.105	0.08
O	10.062	5.378	25.434	-0.005	-0.108	0.4
O	10.216	6.948	21.644	0.242	0.273	0.285
O	8.132	8.408	20.931	-0.026	0.019	0.196
O	8.113	13.809	21.047	-0.212	-0.146	0.173
O	6.345	15.57	21.853	-0.006	0.062	0.018
O	8.75	10.217	24.427	0.069	0.038	-0.178
O	9.206	11.831	22.316	0.099	0.049	0.221
O	16.214	5.604	26.492	0.167	0.14	-0.121
O	12.259	5.137	21.76	0.203	0.2	-0.033
O	13.823	3.022	21.101	-0.072	0.069	0.183
O	15.844	1.411	21.965	0.269	0.102	0.154
O	14.085	9.046	29.115	0.085	0.035	0.039
O	12.453	10.247	21.978	-0.156	-0.123	0.265
O	15.206	6.107	21.794	-0.26	-0.042	0.148
O	13.67	8.143	21.01	-0.155	0.029	0.098
O	10.914	16.367	20.769	-0.084	-0.157	0.274
O	12.632	14.994	22.161	-0.135	-0.018	0.237
O	14.27	12.246	21.983	-0.255	0.321	0.22
O	10.855	11.007	25.702	-0.097	0.208	0.258
O	0.85	16.617	24.056	0.004	0.219	0.09
O	15.855	1.332	28.189	-0.002	-0.173	0.217
O	2.851	4.864	27.689	0.09	0.349	0.056
O	7.051	1.454	23.012	0.279	-0.157	0.153
O	0.69	6.895	23.39	-0.188	-0.027	-0.014
O	15.815	4.681	24.042	-0.341	-0.067	0.094
O	5.182	7.409	24.335	0.351	0.156	-0.052
O	2.677	8.296	24.225	0.056	-0.171	0.309
O	15.971	11.505	25.742	-0.004	0.276	-0.244
O	1.064	12.703	27.696	0.112	-0.164	0.139
O	6.098	1.186	26.231	0.145	0.139	0.1
O	4.897	15.339	26.688	-0.164	0.073	-0.002
O	8.281	3.481	24.475	-0.148	0.056	0.371
O	9.902	1.826	22.19	-0.259	0.366	-0.059
O	4.593	9.82	23.414	-0.061	-0.061	-0.042
O	6.691	11.42	23.275	-0.012	0.134	0.305
O	8.221	12.884	24.609	-0.012	0.19	-0.136
O	8.294	12.928	27.237	-0.047	0.03	0.189
O	10.184	16.432	24.105	-0.221	-0.03	-0.106
O	12.401	1.088	23.146	-0.024	0.056	-0.286
O	15.46	2.999	26.063	-0.185	-0.104	-0.145
O	14.351	6.21	28.151	-0.083	-0.117	-0.078
O	11.538	6.79	23.815	-0.04	0.298	-0.089
O	9.997	4.731	22.933	-0.283	0.09	0.001
O	14.279	10.391	23.956	-0.171	-0.031	0.113
O	14.678	9.298	26.395	-0.039	0.198	0.071
O	12.31	12.155	23.783	-0.186	0.142	-0.025
O	10.192	8.28	25.705	-0.138	0.051	0.14
O	14.721	15.956	23.357	-0.021	-0.108	0.315
O	10.656	13.73	25.082	-0.028	0.095	0.229
O	1.127	3.15	28.206	-0.355	0.103	-0.045
O	1.973	0.921	29.268	-0.071	0.087	-0.106
O	6.624	5.771	25.855	0.157	0.028	-0.02
O	6.526	5.883	28.47	0.055	0.018	0.145
O	6.063	3.581	27.154	-0.128	0.083	0.35
O	4.794	7.289	26.996	-0.336	-0.063	0.152
O	0.186	9.243	24.494	-0.054	-0.168	0.132
O	4.144	6.393	29.46	-0.152	-0.112	-0.067
O	5.149	9.75	31.372	0.028	0.059	0.293
O	3.309	13.301	26.65	0.081	-0.018	0.03
O	4.302	11.151	29.377	-0.149	-0.096	-0.144
O	5.913	12.957	26.011	-0.096	-0.076	-0.123
O	3.801	2.799	26.173	-0.011	-0.033	-0.142
O	10.25	3.519	29.369	-0.042	0.105	-0.066
O	8.75	16.433	28.896	-0.099	-0.112	0.11
O	5.734	3.163	24.459	-0.269	-0.034	-0.082
O	3.942	5.332	25.384	-0.132	-0.051	-0.24
O	11.651	9.954	29.62	-0.111	-0.035	-0.346
O	12.033	7.506	28.605	-0.147	0.04	-0.039
O	6.976	11.504	29.031	0.044	-0.24	-0.005
O	9.616	11.638	29.222	0.149	0.221	0.145
O	13.448	1.357	27.021	-0.084	0.189	-0.173
O	10.166	15.798	26.571	-0.215	0.129	0.091
O	0.594	5.575	29.017	0.017	0.161	-0.097
O	12.212	4.825	28.323	-0.004	-0.292	-0.345
O	12.28	6.545	26.281	0.189	0.058	-0.009
O	16.264	7.934	28.019	0.104	0.078	0.163
O	14.977	13.189	27.557	0.016	0.073	-0.105
O	15.932	10.667	28.248	0.092	0.022	0.112
O	12.726	12.671	26.356	0.058	-0.265	-0.068
O	12.809	12.93	28.967	-0.033	-0.089	0.175
O	15.524	0.265	25.899	0.043	-0.23	-0.26
O	2.403	14.808	28.651	-0.205	-0.006	-0.054
O	2.481	3.931	30.288	-0.144	0.041	-0.016
O	1.54	1.019	26.613	0.023	0.194	-0.129
O	3.945	16.058	30.565	-0.059	-0.296	-0.197
O	1.193	14.888	26.172	-0.163	-0.23	-0.289
O	5.257	13.476	28.515	0.091	0.119	0.095
O	0.453	8.375	31.873	-0.077	-0.139	-0.21
O	1.566	3.992	25.438	0.082	0.061	0.032
O	4.478	4.791	31.653	0.052	0.006	0.219
O	5.492	7.176	31.558	-0.076	-0.199	0.283
O	1.386	15.487	31.017	-0.032	0.029	0.092
O	16.323	13.942	32.5	0.191	-0.168	0.295
O	3.314	11.559	31.827	-0.005	0.08	0.156
O	2.599	9.321	30.609	-0.093	0.044	-0.083
O	7.874	2.494	29.324	-0.321	0.286	0.204
O	6.487	0.492	30.363	0.099	-0.378	0.024
O	9.498	1.973	27.295	-0.209	0.086	-0.344
O	7.356	15.134	25.812	-0.055	-0.074	-0.166
O	7.594	8.835	31.147	0.084	0.335	-0.048
O	5.882	8.354	29.204	0.089	0.035	-0.144
O	8.492	4.441	27.546	0.087	0.161	-0.212
O	11.412	5.447	30.786	0.045	-0.11	0.202
O	5.462	12.858	31.046	0.22	0.247	0.213
O	9.795	10.253	31.516	0.115	0.026	0.022
O	8.741	10.263	27.124	-0.156	-0.073	-0.009
O	12.724	3.194	30.416	0.181	0.089	-0.121
O	11.024	2.641	32.267	0.015	-0.081	0.117
O	13.703	16.675	29.379	0.101	0.227	-0.034
O	11.35	0.535	28.486	0.169	0.117	-0.073
O	12.524	7.887	31.113	0.146	0.12	0.173
O	11.52	12.211	31.057	0.103	-0.161	0.23
O	12.62	14.704	30.934	-0.083	0.058	0.104
O	13.037	15.088	27.428	0.149	-0.074	-0.036

Results
total energy: -108573.479 eV
total energy less fixed offsets of O -438.35, Si -107.03 eV per atom: 6.751 eV
